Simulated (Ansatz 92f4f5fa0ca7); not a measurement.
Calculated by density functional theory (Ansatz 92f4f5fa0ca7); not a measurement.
Periodic cell of 239 atoms, Si134O105, from a study of silicon, its oxide and their interface. The atomic structure is a simulated model.

Settings
functional: PBE
potential files: Ansatz PAW
basis: plane waves
wave-function cutoff: 700 eV
density cutoff ratio: 5
exchange-correlation grid ratio: 2
k mesh: 2 x 2 x 1, shifted by 0.5 0.5 0.5 of a step
self-consistency stop: 5e-08 eV per atom in the density residual
occupations: Fermi-Dirac, 0.05 eV
spin: none
net charge: 0

Cell vectors (angstrom)
a 11.5711 0.0737 -0.1282
b 0.1709 15.6 0.1971
c 4.4494 5.6715 23.3921

Atoms and the computed forces on them: element, x, y, z (angstrom), force x, y, z (eV/angstrom)
Si 0.7169 12.3648 -0.1688 0.0531 -1.3782 -0.269
Si 8.1634 0.7286 1.6737 0.6155 -0.1068 0.6361
Si -0.5861 3.4804 0.571 -2.741 -0.6166 2.0349
Si -0.1978 9.3423 -0.1308 1.1357 -2.8867 0.0381
Si 2.958 -3.4816 -0.306 0.5395 -2.5005 -1.4481
Si 3.5932 1.0612 -1.0526 5.329 3.8083 -1.7576
Si 3.4624 4.4869 1.6978 -0.8738 0.8621 1.1685
Si 4.0525 9.1401 -1.3552 -3.7754 1.5524 -1.5983
Si 8.629 12.5316 1.9713 0.3368 0.6748 -0.7115
Si 6.4009 -0.1393 -0.8505 3.1425 -2.1769 2.8079
Si 8.6481 4.3933 1.3681 -0.0285 1.3976 -0.4985
Si 6.8032 9.6228 -0.9278 16.0599 5.5233 4.1252
Si -0.4987 12.6011 1.8308 0.2793 -0.3603 0.1334
Si 0.4408 0.6948 1.9733 1.0997 -0.0489 0.7333
Si 0.9754 4.4393 1.8343 0.6746 0.0751 0.7665
Si 0.9338 8.6753 1.9177 0.9469 -1.8375 -1.8351
Si 4.294 -3.1659 1.5297 1.2824 0.4301 -0.7595
Si 3.0619 0.8541 2.0025 -0.2782 0.2892 -1.0658
Si 4.2333 4.1226 -1.4708 3.5471 -3.0492 3.2423
Si 3.4783 8.5574 1.5554 -1.2296 -0.9754 -0.3654
Si 6.586 -3.1718 0.3583 -1.3942 2.0805 -0.5812
Si 10.2177 1.2448 0.457 0.3031 1.3396 3.2429
Si 7.4717 4.22 -1.4812 1.1767 -2.6751 3.0076
Si 8.5562 8.6727 1.3986 0.2108 -0.2938 -2.5161
Si -0.0098 -1.2833 3.1545 -0.7778 0.0318 -0.4629
Si 0.434 2.6442 3.4413 -2.6051 -0.2319 -2.245
Si 0.4792 6.423 2.8951 -0.4891 1.3866 0.5102
Si 0.3488 10.5274 2.9459 -1.378 2.0362 1.3819
Si 3.8766 -1.2235 2.7791 0.937 -0.1403 0.4895
Si 4.0555 2.756 3.0333 -1.2354 -1.0961 0.7452
Si 4.2552 6.5146 2.7221 -0.4507 0.6179 -0.1873
Si 4.2117 10.4717 2.7975 0.2603 -0.4207 1.4235
Si 8.0813 -1.1894 3.1457 -0.9469 0.2246 -0.9413
Si 8.013 2.7373 2.9198 0.0327 -0.6026 0.8567
Si 8.3454 6.5495 2.71 -1.1645 -0.3879 -2.2016
Si 8.2883 10.4585 2.8274 -0.5112 0.5393 2.0888
Si 9.7788 -1.2627 4.6094 0.8002 1.1315 0.878
Si -1.6361 2.5884 4.5944 -0.3669 1.1068 -0.9161
Si -1.5864 6.6213 4.2583 2.4755 -1.0671 1.5877
Si 10.0491 10.5969 4.4378 0.5412 -0.7246 -1.0018
Si 1.9976 -1.3316 4.1561 0.6817 -0.2902 1.4619
Si 2.2134 2.7386 4.5985 2.7827 -0.753 0.5282
Si 2.4438 6.552 4.2065 -0.4616 0.0892 0.7099
Si 2.2488 10.6232 4.2509 0.5666 -0.569 0.0887
Si 5.9638 -1.1909 4.2225 -0.6341 0.757 -0.1126
Si 5.9441 2.6375 4.3023 1.1935 1.526 0.0597
Si 6.3155 6.5511 3.967 -0.0758 0.8927 0.7016
Si 6.2249 10.5332 4.2728 -0.1819 0.0964 -1.3886
Si 9.8991 12.3134 6.0322 -0.6531 0.3702 1.0907
Si 9.7576 0.9094 5.8972 1.2075 -2.2646 0.2624
Si 10.0826 4.6715 5.6863 -0.4879 0.6424 0.1426
Si -1.3596 8.4857 5.6431 -0.5086 0.4555 0.7563
Si 2.046 12.3619 5.7895 0.9694 0.6305 0.4442
Si 2.176 0.6594 5.5879 -1.4652 -0.6517 -0.4778
Si 2.3891 4.6656 5.6992 -0.5287 1.9091 1.048
Si 2.3843 8.5589 5.52 0.1764 0.0557 -0.2905
Si 6.0466 12.4619 5.7147 -0.4438 -0.1335 -0.1789
Si 5.907 0.7929 5.6814 0.134 -1.2329 0.2439
Si 6.0519 4.8086 5.5695 0.988 -1.3061 0.4283
Si 6.4395 8.6627 5.5544 -0.3363 -0.6066 0.1666
Si 0.3416 12.4664 7.4765 0.1318 -1.5622 -0.1689
Si 0.361 0.616 7.1856 -0.0133 2.0851 -0.9669
Si 0.488 4.6434 7.1849 -0.0441 0.6367 -1.305
Si 0.5663 8.5539 6.9883 0.1148 -0.1915 0.6965
Si 4.0698 12.5321 7.0789 -0.8078 -0.1584 -0.0304
Si 3.8916 0.6313 7.0021 1.0296 1.0006 0.7007
Si 4.2448 4.8838 7.1422 0.1777 -0.8499 -0.2569
Si 4.397 8.6925 6.7711 0.1896 -1.7556 -1.6791
Si 7.6108 12.22 7.4123 0.8828 -0.2601 -0.462
Si 7.8129 0.5718 7.1168 -0.6817 2.3147 -0.1151
Si 8.113 4.6367 7.0851 -0.8172 1.3666 -1.2059
Si 8.3782 8.7511 7.0951 0.9419 1.0602 -2.1763
Si 0.9961 14.3816 8.6204 -0.0739 0.0541 1.4662
Si 7.9469 2.7351 8.4409 3.5304 -1.0736 -1.2007
Si 0.5502 6.5899 8.4405 0.3286 1.0422 -0.2533
Si 0.6746 10.314 8.7766 -1.5393 -0.0123 -0.9329
Si 3.5133 14.4645 8.6095 0.4361 -1.1673 -0.289
Si 3.4082 2.7662 8.1912 1.2949 -0.1643 2.2129
Si 4.5412 6.904 8.3311 -0.9336 0.352 -0.3177
Si 4.3321 10.3958 8.1204 -0.3401 1.9484 0.9329
Si 5.48 14.1175 9.9363 -0.793 0.0257 -1.0831
Si 10.9747 2.6007 10.0428 -1.4612 3.9667 -2.05
Si 8.2307 6.8778 8.143 -0.421 -3.0184 0.1173
Si 6.4933 10.5159 8.9828 -0.1364 0.0796 0.5986
Si 7.2793 -1.2865 8.2724 0.037 -1.4314 1.3425
Si 1.0165 2.8323 8.4175 -0.2961 -1.7116 0.2174
Si 9.6325 4.8473 11.8104 -0.3928 -4.1844 -7.9799
Si 10.1497 9.368 9.6095 0.7847 1.6668 -0.4478
Si 7.3445 12.8385 12.5631 1.9394 -3.4362 -2.2466
Si 4.1421 3.2078 11.3334 -4.3565 -1.072 0.9504
Si 2.569 7.3049 9.5674 0.3122 -0.8957 0.7645
Si 2.6811 9.6344 9.6526 1.1677 0.6494 0.7433
Si 11.0379 15.1305 10.403 0.272 -2.2899 -0.6195
Si 6.9651 3.0546 11.2618 4.1358 -2.7135 1.6748
Si 10.0921 7.1353 9.3951 0.6287 -2.2536 1.2327
Si 4.1224 10.3763 11.552 -2.3442 -0.0797 1.961
Si 10.4967 9.8872 12.4404 -2.604 -4.4957 3.3621
Si 12.5837 15.1382 19.698 0.6857 -0.1569 0.841
Si 1.6374 11.219 13.1341 -3.4676 1.3387 0.7588
Si 5.7042 7.682 12.3509 2.7304 3.0098 -2.1531
Si 8.8178 14.3326 10.4641 -1.4013 0.3095 -0.1969
Si 9.677 3.067 16.1093 3.3356 -4.3255 -4.4541
Si 10.0264 4.5687 18.5354 4.661 -0.4751 0.9071
Si 5.9258 6.0409 16.9059 -1.9733 3.047 -4.9257
Si 1.4909 13.0921 15.3881 4.5798 -3.39 0.0506
Si 8.3967 10.9655 14.8219 3.5514 -4.8514 0.1853
Si 6.4929 7.7852 9.3045 0.2472 0.1192 2.4882
Si 7.5222 7.8842 14.8232 2.3342 2.7477 5.5925
Si 0.9883 14.094 12.8288 10.4195 -1.0684 2.0565
Si 10.2744 6.9042 13.8041 1.3386 5.356 -1.9574
Si 6.6079 4.3666 21.2535 -1.2225 -0.6764 3.3129
Si 6.7629 3.1732 16.5464 2.5099 1.4715 -5.8111
Si 1.4567 5.9129 14.1195 -2.1103 2.2693 -1.1399
Si 3.9772 14.9542 15.8023 -7.5156 -3.3716 -3.483
Si 6.8658 -0.1688 11.5471 3.2058 4.3716 0.3119
Si 3.3671 16.0692 18.2957 -1.2608 4.7477 3.8517
Si 2.9897 6.013 16.5017 -1.8313 3.0379 -2.7079
Si 4.6571 12.7128 21.0812 -0.0258 -3.2055 -2.7694
Si 1.226 5.7964 18.6865 -1.1836 0.8501 1.2872
Si 6.0453 15.9217 17.2174 0.4711 2.6147 4.1338
Si 8.4408 14.87 19.0012 -2.9931 6.9294 5.9068
Si 5.8569 11.9629 10.9867 -0.4565 -0.3746 -0.6995
Si 2.5242 1.0081 13.1781 2.3178 -3.913 0.1963
Si 12.0536 12.4996 18.1442 -3.3692 -2.2974 -3.9182
Si 0.8 2.9406 14.864 -1.9928 -1.4667 2.1474
Si 4.5615 9.9147 21.2401 0.148 -0.2482 -1.768
Si 2.2873 11.2111 20.1451 -0.731 -1.2941 -1.6887
Si 6.915 11.0244 19.9413 1.3078 2.1142 -1.2662
Si 2.2863 3.3744 17.6178 -1.9826 3.1797 -11.3765
Si 3.0337 6.1865 11.6865 3.0213 -0.4844 -2.9445
Si 10.3578 1.5912 18.45 -0.7834 -2.9516 0.772
Si 7.1697 4.6692 19.0909 -1.1677 -1.4467 -2.0973
Si 8.9503 11.9879 17.7697 0.1897 1.964 0.0489
Si 13.2939 6.7808 21.3091 -0.8283 4.9057 1.1374
O 6.8203 0.5795 0.7274 -1.0417 -0.7861 -2.9046
O -0.1104 3.1363 -0.9246 1.3645 0.9337 -4.1237
O 3.3972 8.2591 -0.1717 0.9118 -0.4683 1.2837
O -1.6848 8.8985 0.376 -1.5838 -0.2341 1.2411
O 5.0723 0.392 -1.4609 -2.1269 0.825 -0.241
O 4.5565 11.3805 22.0307 0.7316 -1.9102 0.2877
O 5.9489 4.0493 -1.791 -4.0565 0.1977 -0.4818
O 3.436 1.3928 0.4278 -0.1755 -0.2161 3.9716
O 7.4773 4.6116 0.1721 0.8504 -0.339 -0.5715
O 5.9666 9.7925 20.1246 -3.2426 -2.1685 2.1261
O 7.2612 8.7751 0.2928 1.4596 -2.3192 3.5188
O 5.6318 9.2032 -1.4877 -12.8731 -6.1276 -6.9927
O 1.6316 12.6178 12.3002 -0.2366 1.473 0.4964
O 4.0598 2.5949 9.8802 -0.5312 -0.505 -3.0349
O 9.5905 2.7388 9.016 -0.465 0.186 0.3121
O 6.9836 2.7803 9.6886 -1.2343 0.5436 0.1946
O 9.828 5.9483 10.5342 -0.4808 -1.1237 1.4651
O 9.1351 9.7224 8.2948 -0.1957 0.402 0.2616
O 0.7884 13.54 -1.3763 1.7356 1.343 -1.0423
O 3.6514 5.2934 -2.3338 -0.373 0.7901 0.1179
O 7.7092 0.0591 -1.8823 -3.011 -1.5734 1.471
O 4.7237 13.9542 21.9211 -0.2862 4.7251 3.1056
O 4.1469 4.4856 0.2755 0.6767 -0.6388 -5.1832
O 0.0499 10.823 -0.6757 0.3248 2.1393 -0.3298
O 3.318 -2.2432 -1.3545 -0.9483 1.4555 -1.2463
O 3.0213 15.6598 16.8991 -1.9519 -1.1154 -4.2007
O 3.7075 2.5571 -1.7836 0.1027 1.9292 0.1545
O 9.017 7.3109 14.6723 -0.6156 -0.0587 1.0511
O 7.8031 11.1182 18.5433 -0.2246 0.2869 -0.1178
O 3.3007 8.9116 -2.8301 1.7182 -0.5515 -0.8651
O 3.6845 10.673 -1.0254 -1.1385 3.245 1.9483
O 6.2364 -1.793 -0.6285 0.7737 0.3812 0.4806
O 12.6885 11.0133 21.1104 0.5758 1.6143 -0.8068
O 3.1662 12.5239 20.3291 1.0235 1.5121 -0.0003
O 6.0062 12.3548 20.1013 -1.5049 1.2375 0.5196
O 6.7705 11.1349 -0.4119 -0.0632 1.341 -0.0852
O 9.4646 16.099 19.3074 0.3549 0.4868 0.3491
O 7.4999 9.5492 15.0968 1.556 0.6968 0.0055
O 10.8585 3.5885 11.3458 -1.5811 1.342 0.5604
O 10.9282 1.1007 10.4047 0.4239 -2.0451 1.5969
O 7.0315 14.3312 12.9781 -0.6027 1.7527 1.3668
O 6.6401 7.3668 11.0097 -0.1001 0.7358 -0.8888
O 9.7463 10.0427 11.0711 -1.2981 0.6383 -2.7373
O 5.0227 9.1572 12.1445 0.7098 0.2697 0.0579
O 6.8428 7.2645 16.1844 -0.6247 -1.808 0.965
O 7.6195 11.7713 13.7852 -2.4202 3.7099 -2.6592
O 3.4639 1.998 12.395 1.5364 2.5564 -1.9703
O 1.9731 -0.2839 12.2663 -0.8581 0.4695 0.5278
O 9.8137 10.5101 13.7573 -2.6212 0.8824 2.4739
O 8.8804 11.7973 16.138 -1.3439 -0.2046 -0.6015
O 10.5097 3.025 19.1456 -1.0613 2.8493 -0.0227
O 7.2162 1.5548 11.9762 -0.669 -2.2021 -0.4928
O 0.7783 13.0494 16.7761 -1.144 0.0016 2.1642
O 8.15 4.0422 11.826 1.2088 1.0806 -0.2461
O 6.6175 7.6171 13.6724 -3.2347 -1.3351 -4.6776
O 10.0054 5.5665 13.0581 0.4488 -0.6042 3.3887
O 11.6598 6.8204 14.6065 1.2212 -1.4236 -0.4307
O 7.402 15.4784 17.9255 -1.7346 1.4613 -1.0488
O 6.1193 4.5915 16.1126 -0.7746 1.296 -0.3101
O 1.4829 1.7186 14.0911 -1.5471 0.782 0.4194
O -0.1212 14.2773 11.9424 -8.2557 2.0483 -5.6542
O 14.4715 6.475 22.3502 0.689 -1.1496 -2.7362
O 3.274 9.9 20.1422 1.278 -0.1252 1.1125
O 9.9565 4.3456 16.9562 0.5337 1.8313 0.1447
O 4.5449 6.7179 12.3296 -5.3303 -4.3176 0.1286
O 6.2348 5.841 18.4058 1.1663 -0.7926 3.4354
O 3.1378 4.5342 11.3225 0.7103 0.7449 1.0201
O 8.231 3.0555 15.5555 -4.6427 0.2731 0.4297
O 8.7014 5.1553 19.0945 -1.7482 0.6869 1.1845
O 3.221 13.3496 15.5917 -0.7938 2.1209 0.109
O 5.6081 3.5887 11.7592 -1.4908 1.7305 1.4345
O 0.3499 10.3351 12.6021 4.4045 1.2551 -0.5754
O 1.2439 4.3258 14.2401 0.8822 1.3977 -0.7717
O 5.9236 1.8896 16.3799 -1.7869 -4.0577 -0.575
O 4.3114 6.7157 16.8655 5.2073 0.3453 0.9534
O 3.1732 4.4935 16.5996 -0.4574 -5.0423 1.4444
O 6.8367 6.04 21.7776 -4.7751 -5.4666 -3.0028
O 2.6198 6.5725 14.9618 1.4254 -0.8626 1.03
O 10.727 2.8667 14.5978 -1.0974 0.8623 2.9731
O 1.6981 4.1797 18.701 -3.484 6.2888 5.5424
O 1.3898 11.5317 14.7169 -0.2324 1.7532 0.818
O 9.886 1.6015 16.9176 0.1951 1.9838 -0.9553
O 10.4579 8.1113 12.5562 -0.1177 0.4107 1.5728
O 7.0895 3.2909 18.0128 1.8111 2.1244 7.3171
O 1.9801 6.7567 19.8748 0.0362 -1.4128 -2.184
O 2.9791 10.5255 12.9886 5.2416 -2.0605 -2.6731
O 3.6932 15.8021 14.5021 0.2158 1.0322 -1.7707
O 8.6879 12.8935 11.3284 -1.1155 0.0586 1.8382
O 1.1313 2.776 16.5014 0.5222 1.1636 -0.3498
O 1.7019 6.5666 17.3143 -1.0503 -0.7652 1.5887
O 10.4785 11.5953 17.9677 3.2109 1.2396 1.5263
O 11.911 16.3972 18.8819 1.0986 -0.6637 0.5287
O 2.9197 2.2346 18.1891 5.4502 -10.324 3.9487
O 8.3199 2.7744 -1.6188 0.1396 -1.504 -0.5255
O 5.4229 14.8747 16.2407 3.997 -1.6719 -0.745
O 2.622 15.2367 19.4013 -2.0716 -0.8907 1.5894
O 1.7327 6.4572 12.5063 -2.0306 -0.7328 3.5191
O 5.4825 -0.1254 10.7437 -1.0563 -0.629 -0.1977
O 4.8782 15.8998 18.4888 5.0292 0.1899 -0.3274
O 11.9004 13.6779 19.1261 0.4143 3.5846 2.8104
O 1.5547 11.3323 18.6374 1.3503 -1.0393 1.5833
O 12.5895 15.1756 21.3874 -1.5963 0.1484 -2.0576
O 8.8261 13.7087 18.2337 3.2291 -10.4969 -4.6051
O 11.1086 5.8325 18.8212 1.3 -1.2434 -0.6233
O 0.8685 14.1414 14.3908 -1.6308 1.154 1.1422

Results
free energy: -144881.369 eV
free energy less fixed offsets of O -569.03, Si -635.61 eV per atom: 38.521 eV
pressure: 1.55 GPa
stress xx, yy, zz, yz, xz, xy (GPa, positive in tension): -1.74, 0.02, -2.94, -0.08, -2.87, 1.36

The program warned: the cutoff lies below the one the program advises for these potential files.
